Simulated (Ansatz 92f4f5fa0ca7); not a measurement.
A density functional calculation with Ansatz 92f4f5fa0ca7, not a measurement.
Periodic cell of 252 atoms, Si144O100N8, from a study of silicon, its oxide and their interface. The atomic structure is a simulated model.
This geometry differs little from another in the collection (a relaxation step or a small displacement).

Settings: functional r2SCAN; potential files Ansatz PAW; basis plane waves; wave-function cutoff 800 eV; density cutoff ratio 5; exchange-correlation grid ratio 1; k mesh 1 x 1 x 1, shifted by 0.5 0.5 0 of a step; self-consistency stop 1e-10 eV per atom in the density residual; occupations fixed; spin none; net charge 0.

Cell vectors (angstrom)
a 10.887 0 0
b 0 10.887 0
c 0 0 35.0019

Atoms and the computed forces on them: element, x, y, z (angstrom), force x, y, z (eV/angstrom)
Si -0.5018 0.5975 -0.0021 -0.0754 0.0489 0.1432
Si 2.1198 3.3012 -0.0798 -0.0542 0.0981 0.158
Si -0.1339 5.4582 0.2829 0.0547 -0.0658 0.1245
Si 2.7084 8.1346 -0.0033 0.0114 0.0028 0.1036
Si 5.4744 0.0043 0.2021 -0.021 0.0112 0.0914
Si 8.1922 2.8146 0.3033 0.0188 -0.0344 0.1368
Si 5.921 4.9854 -0.1247 0.0625 -0.0036 0.1438
Si 8.6007 7.7398 -0.128 -0.015 -0.0311 0.1631
Si 1.2322 1.5447 1.2907 0.1013 -0.1022 -0.0021
Si 4.018 4.1719 1.1766 0.0134 0.019 0.038
Si 1.402 6.8088 1.4177 -0.0318 -0.0356 -0.0243
Si 3.9475 9.5958 1.3873 0.0289 0.0062 -0.0199
Si 6.8636 1.3143 1.5141 0.0133 0.0139 -0.0192
Si 9.4456 4.1733 1.6943 -0.0868 0.1148 0.0587
Si 6.8853 6.7309 1.2175 -0.0521 0.0466 0.0277
Si 9.4587 9.5987 1.2003 -0.0073 -0.0185 0.0261
Si -0.0098 2.765 2.8538 -0.0235 0.0224 0.0743
Si 2.598 0.1195 2.6723 0.0008 -0.0081 0.0434
Si -0.0044 8.2757 2.6368 -0.0021 0.0203 0.0364
Si 2.8102 5.4812 2.7368 0.0075 0.0452 0.0638
Si 5.3371 2.7388 2.6407 -0.0044 0.0108 0.0321
Si 8.1822 -0.0877 2.7978 -0.0596 0.0086 0.0585
Si 5.4473 8.1497 2.5819 0.0003 -0.0174 0.031
Si 8.0628 5.5536 2.8762 0.0125 -0.0282 0.0528
Si 1.4149 4.1268 4.1189 0.0071 -0.0083 -0.025
Si 4.0268 1.3949 4.0522 0.0139 -0.0337 0.003
Si 1.3189 9.5937 4.059 0.0425 -0.0069 0.0008
Si 4.143 6.8428 4.0717 -0.0177 0.0043 0.0094
Si 6.6951 4.0876 4.08 0.0185 0.0673 -0.0205
Si 9.5236 1.332 4.1375 0.0048 -0.0025 -0.0228
Si 6.7603 9.4689 4.0736 0.006 0.015 0.0055
Si 9.5331 6.9146 4.0822 -0.0601 -0.018 -0.0213
Si -0.0084 0.0003 5.4962 -0.0013 0.0122 0.0094
Si 2.7283 2.7347 5.4804 0.0018 -0.0129 0.0033
Si 0.0075 5.5029 5.4214 -0.0075 0.0047 0.0099
Si 2.7283 8.2082 5.381 0.028 0.0125 0.0122
Si 5.3983 -0.0034 5.3948 -0.0126 -0.0069 0.0098
Si 8.1091 2.7276 5.4173 -0.0095 0.0214 -0.0012
Si 5.4244 5.4486 5.4819 0.0044 -0.0094 0.0059
Si 8.1577 8.1887 5.4781 -0.0072 0.0061 -0.0001
Si 1.3635 1.3619 6.8278 0.0015 -0.0129 0.0156
Si 4.0899 4.0771 6.8414 0.0135 0.0206 0.0093
Si 1.3884 6.8399 6.7758 0.0216 0.0269 -0.0015
Si 4.0581 9.5387 6.7961 0.0019 -0.004 -0.0147
Si 6.7742 1.3451 6.7762 -0.0201 -0.0092 0.0036
Si 9.5132 4.099 6.7602 -0.0108 -0.0077 0.0238
Si 6.8314 6.7819 6.8165 0.0059 -0.0137 0.001
Si 9.5182 9.5333 6.8443 -0.0093 0.0141 0.0083
Si -0.0207 2.7284 8.1406 0.0262 -0.0074 -0.0082
Si 2.6878 -0.0252 8.1992 0.0169 0.0147 0.0014
Si 0.0364 8.1759 8.1686 -0.0411 -0.0008 0.0196
Si 2.719 5.4486 8.1477 0.0076 -0.0317 0.0004
Si 5.4369 2.6777 8.186 0.0051 0.0199 -0.0072
Si 8.1588 0.0275 8.1605 0.0145 -0.0311 -0.0065
Si 5.4532 8.1611 8.1218 0.0107 -0.0089 -0.0124
Si 8.1971 5.4408 8.1922 -0.027 0.0342 -0.0201
Si 1.3606 4.0701 9.4897 -0.003 0.0304 -0.007
Si 4.0469 1.3184 9.5521 -0.0014 -0.006 -0.0089
Si 1.3215 9.5279 9.6138 0.0293 0.0019 -0.0186
Si 4.099 6.8028 9.4815 0.0258 0.0146 -0.0091
Si 6.8408 4.0306 9.5175 0.0137 -0.0171 -0.0105
Si 9.5507 1.3481 9.5344 -0.0479 0.0111 0.0039
Si 6.832 9.5019 9.4787 -0.0102 0.0086 -0.0192
Si 9.6158 6.799 9.5402 0.0195 -0.0242 0.0075
Si -0.0569 0.0074 11.0214 -0.0035 0.032 0.0364
Si 2.6269 2.6701 10.8868 0.035 -0.0234 0.0117
Si 0.0904 5.4201 10.9178 -0.0108 0.0244 0.0269
Si 2.7374 8.1206 10.8752 0.0298 -0.0255 0.0227
Si 5.441 -0.0859 10.8345 -0.0007 0.0018 0.0309
Si 8.2516 2.7203 10.9038 -0.0372 0.0086 0.0036
Si 5.4421 5.3997 10.8086 -0.0017 0.0107 -0.0267
Si 8.2751 8.2246 10.841 -0.029 0.0042 0.0309
Si 1.287 1.3865 12.411 -0.0023 0.0055 -0.0232
Si 4.0051 4.0567 12.1461 0.0331 -0.0292 -0.0823
Si 1.4766 6.7396 12.3155 0.0064 0.0318 -0.0471
Si 4.122 9.4153 12.2257 0.0212 0.0106 -0.025
Si 6.822 1.3031 12.1057 0.0264 0.0446 -0.0184
Si 9.6829 4.0399 12.3029 -0.0285 0.0152 -0.0382
Si 6.9768 6.7192 12.0082 -0.017 -0.0289 -0.0594
Si 9.4613 9.5495 12.4545 -0.0326 -0.0284 -0.0535
Si -0.0585 2.7683 13.9704 0.0674 -0.0388 -0.0903
Si 2.7852 -0.0271 13.5879 0.0828 0.018 0.0067
Si 0.1185 8.0945 13.6553 0.0006 0.02 0.0509
Si 2.7647 5.3011 13.728 -0.0043 -0.0084 0.02
Si 5.4571 2.6927 13.3289 0.0242 0.0004 0.0151
Si 7.9106 0.1032 13.7829 -0.0199 -0.0826 -0.0511
Si 5.6025 7.8908 13.3767 -0.0158 0.0923 -0.0081
Si 8.2839 5.4518 13.4738 0.0131 -0.0547 0.0038
Si 1.7351 3.8178 15.3683 -0.0056 0.0063 -0.2162
Si 4.0048 1.6076 14.7763 -0.073 0.0083 -0.143
Si 1.3739 9.5905 14.9629 0.0848 -0.016 -0.0882
Si 4.6597 6.2041 14.7363 -0.0201 -0.0288 -0.1791
Si 6.8275 4.0524 14.595 0.0162 0.0129 -0.1845
Si 8.9353 1.8567 15.1645 -0.0282 -0.0125 -0.1139
Si 6.2147 9.5719 14.8404 0.1128 0.0261 -0.1511
Si 9.4964 6.8334 14.9463 -0.045 0.0909 -0.1505
Si -6.6097 20.6098 18.8898 -0.0735 0.0648 -0.2854
Si -1.2101 2.5674 21.7399 0.0481 0.0254 -0.1775
Si 7.9535 14.8661 25.8871 -0.0096 0.0121 0.1319
Si 22.9402 17.9976 25.9881 -0.0277 0.0265 0.1566
Si -3.1935 0.3277 22.667 -0.0087 0.0131 -0.0994
Si 25.7612 1.4486 17.6585 0.0352 -0.028 -0.1748
Si -12.9129 15.8918 20.3644 0.039 0.0923 -0.2373
Si 11.8004 9.7243 24.6565 -0.0073 0.0351 -0.0241
Si -0.0679 -3.6949 20.3569 -0.0071 -0.036 -0.2518
Si 16.6004 20.5491 26.6709 -0.0399 -0.0264 0.0925
Si 1.4844 22.8302 26.3767 0.0303 0.0083 0.1232
Si 9.2441 6.5221 17.9339 0.0087 0.0567 -0.283
Si 14.7514 30.3516 16.2677 0.0483 0.054 -0.1936
Si -15.7277 -1.5785 21.3657 -0.0819 -0.0123 -0.1694
Si 18.981 8.7264 16.7364 -0.0481 0.0791 -0.163
Si 9.5638 8.6285 22.7729 0.0075 -0.0072 -0.158
Si 12.2219 3.8816 22.7096 0.075 -0.0493 -0.1369
Si 1.4125 23.7327 20.7697 0.1096 -0.0341 -0.2402
Si 1.8013 21.7752 18.7572 0.0606 0.0221 -0.1793
Si 2.9552 16.3246 24.6364 0.0102 0.0022 -0.0337
Si 10.6009 12.448 28.6398 0.0267 0.0507 0.2735
Si 6.7242 9.0599 32.9553 0.0008 -0.0779 0.2226
Si 13.3874 25.6467 18.4772 0.0495 -0.0868 -0.2915
Si -6.2603 6.7937 32.8791 0.0133 0.0047 0.1929
Si -7.1355 -9.254 30.2282 -0.0616 0.0464 0.2349
Si 7.3943 6.8182 22.2719 -0.0454 -0.0239 -0.1312
Si -12.7278 24.9478 30.7961 0.1014 -0.0642 0.2522
Si 12.073 7.883 28.8847 0.0185 -0.0173 0.2468
Si 2.6419 6.0075 20.6462 -0.0098 -0.0478 -0.2061
Si 10.2618 21.7562 17.0272 -0.0792 -0.0087 -0.2239
Si 5.0779 10.3804 23.8271 0.0608 -0.0369 -0.0934
Si -3.1737 15.9209 28.6734 -0.0196 -0.079 0.1983
Si -2.8622 21.6522 27.9946 0.0435 0.0552 0.2316
Si -13.8264 7.8297 27.3525 0 -0.0326 0.12
Si 3.2615 10.2548 28.3357 -0.0397 0.0179 0.2164
Si 3.6873 34.1062 33.1839 -0.0495 0.0295 0.2077
Si 2.4755 22.9159 23.5677 -0.0466 0.0393 -0.0733
Si -8.2388 -5.2544 30.602 0.0103 -0.0027 0.2612
Si -0.0223 9.9994 30.3575 0.048 0.032 0.2397
Si -4.1277 12.1476 25.4666 -0.0101 0.0246 0.0512
Si 1.4006 21.0203 33.0486 -0.0289 0.0156 0.2308
Si 11.9245 13.9132 30.8827 -0.0575 0.0386 0.2326
Si 15.4456 18.1678 22.7321 -0.006 -0.0134 -0.1157
Si 15.5878 25.8078 28.7511 -0.0616 0.0005 0.2486
Si 20.1719 6.4578 24.7984 -0.0377 0.0235 0.0118
Si 26.8005 14.5691 25.8391 -0.0268 -0.014 0.1099
Si 7.9659 11.0919 30.8822 0.0223 0.0018 0.2493
Si 21.3774 -7.7984 33.3505 0.0375 -0.0606 0.2996
O 6.1312 -6.1336 28.777 0.0273 0.0044 -0.066
N -1.3902 2.0236 34.3609 0.0337 0.0218 -0.1355
O 7.0579 -0.5896 31.9672 0.0517 0.0792 -0.1775
O -2.5709 15.2836 30.0367 -0.061 0.0992 -0.1473
O 5.5284 5.536 33.3781 0.0072 0.0261 -0.1031
O -7.9404 13.7037 33.5913 0.0476 -0.0513 -0.1352
O -10.8845 17.4107 25.0241 -0.0048 -0.0229 -0.0465
O 6.4608 -13.5383 26.8387 -0.0264 -0.0047 -0.0479
O 12.0031 20.7665 31.4984 -0.047 -0.0185 -0.2185
O 18.8169 6.6414 28.4795 0.003 0.063 -0.0532
O 9.4349 10.4115 30.964 -0.0116 -0.0062 -0.0646
O 10.9474 10.774 33.6509 0.0579 -0.0206 -0.115
N -2.1543 18.0761 23.31 0.024 0.0215 0.0638
O 8.613 9.2334 27.8684 0.0164 -0.026 -0.0377
N 6.8795 10.9695 26.7313 0.0318 0.0389 -0.044
O 15.6257 12.2192 16.2285 0.0216 0.0328 0.1279
O 4.6035 8.777 17.658 0.0011 0.0183 0.1599
O -8.601 19.8981 28.5762 0.0361 0.0081 -0.0793
O -0.2849 3.5934 22.6316 -0.0049 0.0152 0.0791
O 2.2812 8.8786 16.1364 -0.011 -0.0415 0.0475
O -0.269 8.9513 23.9299 -0.0109 -0.0139 0.0487
O 1.5641 3.0736 19.5654 -0.0854 -0.0311 0.1709
O -4.4642 4.4919 25.8132 0.0025 0.0366 -0.0403
O 5.1316 9.1519 20.0816 0.1144 -0.049 0.1819
O 7.8106 3.04 15.4786 0.0588 -0.0857 0.0763
O 8.5636 1.6877 22.5145 -0.0642 -0.0313 0.0784
O 11.1728 10.5284 15.7358 -0.081 0.0614 0.0863
O 13.5408 9.5377 18.9598 -0.0419 -0.0504 0.0708
O 10.221 5.7589 20.8358 0.004 -0.0154 0.101
O 2.9303 16.1489 19.2132 0.0069 0.0988 0.1499
O 1.6896 15.4751 24.0894 -0.0118 0.0143 0.0637
O 4.6973 0.404 18.6792 0.0421 -0.0433 0.1014
O -24.1228 -2.7629 15.2948 -0.0686 0.0001 0.0587
O -16.9095 1.1639 34.2333 0.0175 0.0209 -0.0345
O -1.0569 17.0649 16.4389 0.005 -0.0464 0.1384
O 28.9615 8.1523 21.341 0.0265 -0.0431 0.0599
O -6.1215 24.3047 29.3565 0.0571 0.0379 -0.1104
O 25.6181 13.8575 18.1981 -0.0342 0.0869 0.0883
O -14.1235 16.4966 21.2351 -0.0521 0.0274 0.0926
O 10.3544 7.3361 18.8016 0.067 0.0174 0.1725
O 12.9849 0.6377 20.2121 -0.0394 0.0444 0.1682
O 12.5595 -0.2893 23.5181 0.0074 -0.0327 0.0066
O 9.4875 23.1297 16.6391 0.0216 -0.0239 0.1017
O 10.2475 19.2489 21.3177 -0.0434 0.0568 0.156
O 4.8341 9.7975 25.3192 -0.0214 -0.0027 -0.0048
O 4.2266 3.9017 27.2196 -0.0006 0.0002 -0.1286
O 17.593 -0.0953 21.4218 0.0054 0.0268 0.0673
O 5.7407 15.9711 15.3199 -0.0224 0.0387 0.0845
O 5.9808 6.5204 23.0075 0.0123 -0.0283 0.0487
N 5.026 9.0079 22.7402 -0.0135 -0.0009 0.0457
O 9.1866 9.7239 17.3164 0.0281 0.0113 0.0821
O 1.7428 25.9054 17.0173 -0.0023 0.0297 0.2201
O 2.4596 0.8743 17.543 -0.0694 -0.0123 0.0503
O 8.8174 4.8919 24.8697 0.0025 -0.0052 -0.0532
O 7.9632 2.3829 25.5117 0.0194 -0.0554 -0.0213
O -20.0468 -2.1133 33.8569 -0.0348 0.0172 -0.0498
O -9.3543 18.0536 20.435 0.0446 0.0152 0.0669
O 19.2971 15.1224 27.4297 0.0136 -0.0407 -0.1164
O -5.2974 18.9119 32.3835 0.0191 0.0017 -0.0965
O 23.9107 1.7713 25.057 0.0165 0.0217 -0.0191
O 25.7247 17.6281 21.291 0.0557 0.0332 0.077
O 12.8725 15.7799 21.6182 -0.0442 -0.0335 0.0991
O 19.781 3.4355 20.6362 -0.0022 -0.0761 0.0672
O 0.6356 7.2558 27.5054 -0.0169 -0.0294 -0.1436
O -6.2033 20.5749 27.8855 0.0415 -0.0138 -0.0813
O 0.6526 13.2327 32.3349 0.0155 -0.0239 -0.1403
O 7.2809 21.7169 29.4432 -0.0335 -0.0276 -0.1847
O 19.6293 16.1196 18.758 -0.025 -0.0966 0.178
O 3.5826 32.792 29.7185 -0.0087 -0.0796 -0.0976
O -6.3005 20.5244 15.2408 -0.1056 -0.0744 0.0089
O 4.0972 17.8963 16.0212 -0.0149 0.0273 0.1026
O 17.6468 9.513 16.3881 0.071 0.0104 0.0866
N -0.3884 13.6422 29.9099 -0.0003 -0.0632 -0.1782
N -10.2544 4.161 34.3258 -0.0679 0.0292 -0.1111
O 0.2436 21.7491 18.3891 0.0459 0.0059 0.1276
O -1.7281 1.0496 28.0649 -0.0903 -0.0304 -0.1157
O -5.5185 2.1144 25.6369 0.0128 -0.0312 -0.0171
O 12.6036 19.423 25.4152 0.0223 0.001 -0.0342
O -1.1366 17.4696 34.5598 -0.0259 0.0783 -0.1039
N 2.0308 24.0923 22.3599 -0.0008 0.0201 0.1097
O 8.7218 -11.786 22.7373 0.0237 0.0048 0.0364
O 0.6294 23.7975 27.3689 0.0411 -0.0114 -0.1207
O 13.1537 24.0433 30.1978 0.0341 -0.0381 -0.1025
O 25.898 26.1126 24.6929 0.014 -0.0086 -0.0383
O 10.7208 23.397 20.9524 -0.075 -0.0068 0.0743
O 11.3099 11.1245 29.2799 0.0181 0.0218 -0.1206
O 9.4731 14.6726 32.2714 -0.0512 0.0292 -0.199
O 2.8355 24.417 15.2284 -0.0527 -0.014 0.0684
O 13.304 6.0781 26.0161 -0.0017 -0.0166 0.0005
O 3.5551 17.1971 31.7724 -0.0579 -0.0357 -0.1611
O 4.3295 12.5057 31.7307 0.0488 -0.0114 -0.1974
O 1.8366 17.6592 29.8346 -0.0482 0.0823 -0.1198
O -9.351 15.4477 31.1331 0.0121 0.0152 -0.0773
O 7.0616 14.7004 34.5912 -0.0827 0.0265 -0.112
O 11.3635 21.6744 25.8119 -0.0352 -0.0354 -0.0189
O 25.4215 4.8998 29.5853 0.0689 -0.0429 -0.1365
O 14.3601 17.6222 23.7948 -0.0296 -0.0108 0.0573
O -8.2004 11.2818 27.2299 -0.0185 0.0309 -0.112
N 17.4989 22.1498 23.9825 0.0084 0.0445 0.0092
O 3.8303 -3.6271 34.2088 0.0444 -0.0759 -0.0692
O -2.1887 -3.6224 26.0604 0.0273 -0.0188 -0.0473
O 2.6792 0.1964 33.2401 0.0202 -0.0127 -0.0443
O 8.1353 34.4895 31.0589 -0.0242 -0.026 -0.0737
O -6.8721 33.3192 23.4192 -0.0107 -0.0026 0.0157
O 18.8337 18.3736 17.7457 0.0057 -0.069 0.1361
O 10.8184 -2.3326 29.6506 -0.0048 -0.0652 -0.0981
O 18.9365 8.2215 33.3979 -0.0428 0.016 -0.1262
O -4.6955 20.615 34.3231 0.0708 -0.0498 -0.0902

Results
free energy: -152234.976 eV
free energy less fixed offsets of N -386.36, O -570.45, Si -639.56 eV per atom: -2.456 eV

The program warned: the cutoff lies below the one the program advises for these potential files; the forces do not sum to zero within the program's tolerance; empty levels may hold ghost states of the PAW files; the exchange-correlation potential is rough where the density is thin.
